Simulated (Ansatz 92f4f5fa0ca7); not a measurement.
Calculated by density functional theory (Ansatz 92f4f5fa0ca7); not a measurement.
Periodic cell of 220 atoms, Si132O88, from a study of silicon, its oxide and their interface. The atomic structure is a simulated model.
This geometry differs little from another in the collection (a relaxation step or a small displacement).

Settings
functional: r2SCAN
potential files: Ansatz PAW
basis: plane waves
wave-function cutoff: 800 eV
density cutoff ratio: 5
exchange-correlation grid ratio: 1
k mesh: 1 x 1 x 1, shifted by 0.5 0.5 0 of a step
self-consistency stop: 1e-10 eV per atom in the density residual
occupations: fixed
spin: none
net charge: 0

Cell vectors (angstrom)
a, 10.88, 0, 0
b, 0, 10.88, 0
c, 0, 0, 32.0818

Atoms: element, x, y, z (angstrom)
Si, 0.1407, -0.1334, -0.4778
Si, 2.7242, 2.58, 0.136
Si, 0.9219, 4.8686, -0.866
Si, 2.4896, 8.6471, -0.0686
Si, 4.9472, 0.4663, -0.1766
Si, 9.4924, 4.7431, -0.6549
Si, 5.301, 5.2041, -0.1781
Si, 8.1554, 7.67, -0.1201
Si, 1.1343, 1.3085, 1.2135
Si, 4.0655, 4.013, 1.402
Si, 1.561, 6.9303, 1.3565
Si, 4.0176, 9.7798, 1.3258
Si, 7.1663, 1.8163, 1.4517
Si, 8.9007, 3.6673, 1.383
Si, 6.5636, 6.6986, 1.2435
Si, 9.4869, 9.4218, 0.9256
Si, -0.1335, 2.7537, 2.5631
Si, 2.5579, 0.0751, 2.6872
Si, -0.0437, 8.1956, 2.5178
Si, 2.8416, 5.5338, 2.7271
Si, 5.4707, 2.759, 2.7872
Si, 8.2517, -0.0184, 2.4736
Si, 5.3751, 8.2508, 2.5602
Si, 7.9641, 5.3972, 2.6654
Si, 1.3216, 4.1297, 3.8933
Si, 4.0266, 1.3713, 4.0088
Si, 1.302, 9.4944, 3.9894
Si, 4.1534, 6.8871, 4.0616
Si, 6.7531, 4.1154, 4.1683
Si, 9.5465, 1.3096, 3.9693
Si, 6.8234, 9.5638, 3.8703
Si, 9.4703, 6.7927, 3.8703
Si, 0.0087, -0.0053, 5.3579
Si, 2.6848, 2.7828, 5.3068
Si, -0.0346, 5.4541, 5.2813
Si, 2.7007, 8.175, 5.3617
Si, 5.4428, -0.0111, 5.2996
Si, 8.1776, 2.6732, 5.3555
Si, 5.4444, 5.511, 5.4525
Si, 8.156, 8.173, 5.258
Si, 1.3803, 1.375, 6.6738
Si, 4.0648, 4.0987, 6.6967
Si, 1.351, 6.7743, 6.6795
Si, 4.104, 9.5223, 6.6976
Si, 6.8062, 1.3279, 6.6979
Si, 9.5454, 4.0616, 6.686
Si, 6.8594, 6.8396, 6.718
Si, 9.5247, 9.4958, 6.6564
Si, 0.0423, 2.7154, 8.0547
Si, 2.7516, 0.0343, 8.0347
Si, 0.0089, 8.1506, 8.028
Si, 2.7391, 5.4387, 8.0539
Si, 5.4449, 2.716, 8.0267
Si, 8.2046, -0.0327, 8.0347
Si, 5.4848, 8.1715, 8.0612
Si, 8.1855, 5.4274, 8.0489
Si, 1.4474, 4.0387, 9.4048
Si, 4.1149, 1.3657, 9.4141
Si, 1.3985, 9.5202, 9.3643
Si, 4.1307, 6.788, 9.398
Si, 6.8108, 4.0553, 9.3978
Si, 9.5752, 1.3229, 9.4003
Si, 6.8744, 9.5023, 9.4078
Si, 9.5567, 6.7747, 9.3931
Si, 0.0925, -0.0141, 10.7868
Si, 2.8011, 2.7141, 10.8368
Si, 0.0868, 5.4159, 10.6788
Si, 2.7867, 8.1839, 10.7134
Si, 5.5112, -0.0061, 10.709
Si, 8.1775, 2.6643, 10.7271
Si, 5.4596, 5.4089, 10.7856
Si, 8.2172, 8.1277, 10.7837
Si, 1.5297, 1.2719, 12.1994
Si, 4.1104, 4.1045, 12.2422
Si, 1.4022, 6.8204, 12.0151
Si, 4.2376, 9.4756, 12.0594
Si, 6.7903, 1.3394, 12.1272
Si, 9.6704, 3.9713, 11.9663
Si, 6.8834, 6.714, 12.1265
Si, 9.5888, 9.5112, 12.1289
Si, -0.0203, 2.5178, 13.4201
Si, 3.0142, -0.0629, 13.5244
Si, 0.1093, 8.1643, 13.4432
Si, 2.6492, 5.5209, 13.5058
Si, 5.6249, 2.8491, 13.5661
Si, 8.1305, -0.0894, 13.4426
Si, 5.496, 8.0512, 13.464
Si, 8.4169, 5.3721, 13.3155
Si, 0.8699, 4.9524, 14.9907
Si, 4.4064, 0.7161, 15.3572
Si, 1.7722, 9.2864, 14.6753
Si, 3.8479, 7.0144, 14.7807
Si, 7.3907, 3.8663, 14.7268
Si, 9.3266, 1.4023, 14.7439
Si, 6.719, 9.5, 14.802
Si, 9.9536, 6.4685, 14.6553
Si, -4.4923, 9.5022, 29.9566
Si, -1.4766, -2.6824, 19.8887
Si, 5.7397, 5.5355, 16.8479
Si, 8.7526, 8.2609, 16.7773
Si, 5.0743, -2.8095, 22.582
Si, -1.9087, -0.5409, 24.6651
Si, -0.3474, 10.8222, 16.2416
Si, 8.5225, -0.3274, 21.6279
Si, 4.1352, 4.0072, 18.946
Si, 5.2306, 15.5842, 25.8281
Si, 0.8424, 1.3405, 18.6255
Si, 3.7646, -4.6083, 20.5828
Si, 1.8727, 2.2994, 23.5533
Si, -4.96, 7.3052, 19.0909
Si, 4.5428, 8.3891, 25.6943
Si, 1.2222, -6.486, 18.0339
Si, 7.3628, 6.5925, 21.5147
Si, -7.0359, 0.9404, 18.5341
Si, -12.2935, 8.8341, 27.0569
Si, 0.0511, -6.444, 22.6777
Si, -1.1721, -6.521, 24.6361
Si, 0.6535, 6.2573, 20.3569
Si, 5.7175, -0.8975, 20.4162
Si, 10.6262, 1.7945, 21.5169
Si, -3.593, 1.1053, 28.5044
Si, 2.7805, 6.4009, 26.9396
Si, 0.0316, 1.7467, 25.8091
Si, 6.8582, 4.4049, 23.558
Si, 4.8903, 2.3458, 24.0891
Si, 6.0708, 0.1273, 25.8018
Si, 7.6268, 5.0455, 27.9665
Si, -0.6532, 11.4843, 28.5067
Si, 10.4463, 5.9999, 26.8743
Si, 7.265, 3.7448, 29.8142
Si, 6.6019, 7.8354, 27.6851
Si, 13.9795, 6.5734, 30.0111
O, -0.193, 0.5416, -1.9838
O, 1.3445, -1.2224, -0.6773
O, 9.2663, 5.0911, -4.4508
O, -0.646, 7.4862, -4.6446
O, 1.226, 5.8409, -5.1377
O, -3.5805, 8.494, -1.2545
O, -5.1623, 19.5305, -3.321
O, -3.5138, 10.6262, -2.724
O, 5.2048, -0.5823, -1.3874
O, 3.792, 1.5492, -0.6104
O, 1.8643, 3.5302, -0.909
O, 8.7913, 3.7046, -1.7053
O, 6.3715, 4.3187, -1.034
O, 11.7736, 5.6173, 0.5882
O, 8.9658, 6.3393, -0.7406
O, 7.1922, 17.4189, -3.6728
O, -1.1194, -1.4596, 16.3251
O, -7.4143, -8.7457, 23.3464
O, 4.0145, 0.8361, 16.9275
O, -2.5267, 2.6491, 15.3226
O, 0.6544, 14.2472, 14.6716
O, -3.9086, 10.7145, 21.155
O, 4.496, 6.113, 15.9881
O, 7.354, 8.7356, 16.1005
O, 6.8397, 4.7943, 15.9507
O, 5.3244, 4.463, 17.9707
O, 11.8308, 5.088, 16.6093
O, 4.8195, 2.2077, 14.8685
O, 5.6809, 10.6031, 15.4003
O, 8.7712, 8.1208, 18.393
O, 9.2726, 6.8831, 16.1076
O, 8.7383, -3.6821, 20.976
O, 2.7974, -2.7119, 15.365
O, -9.9797, 2.8185, 17.9815
O, 4.3264, -3.7311, 19.3225
O, 11.8236, 1.4045, 22.5525
O, 12.0204, 10.3578, 15.7546
O, -1.0155, 0.7827, 24.9986
O, 17.2272, -2.0641, 19.4633
O, 4.762, 3.1985, 25.4537
O, 8.7982, -0.9472, 23.1081
O, 2.7947, 4.5575, 18.2636
O, 1.4711, 1.808, 25.0513
O, 6.5359, 6.2753, 20.173
O, -15.9103, 16.2148, 24.4454
O, -1.6945, 1.1304, 21.7602
O, 4.6399, -2.5168, 24.0891
O, 10.6898, 0.4967, 17.7376
O, 7.4758, 10.4709, 25.2411
O, -8.6735, -4.3794, 20.5243
O, 4.8076, 10.8764, 19.4295
O, -1.5906, -12.0722, 20.4922
O, 11.0282, -5.0655, 21.8391
O, -0.5742, 3.2469, 25.6774
O, -4.5124, 6.8189, 17.6266
O, 4.1684, 2.4198, 19.0847
O, 8.1343, 3.9856, 24.4676
O, 4.1871, 4.7098, 20.4068
O, 4.8032, 9.3443, 21.6039
O, -1.1726, -1.7294, 25.4878
O, 6.6555, 7.7051, 22.464
O, 0.0429, -3.2142, 19.8513
O, 0.3912, -5.7599, 19.2202
O, -0.5166, 3.3751, 21.5931
O, -7.8029, 7.819, 26.1488
O, 5.9873, 13.9749, 23.133
O, 11.1821, 1.3058, 27.3654
O, 0.2181, -9.5064, 20.0738
O, -0.877, -5.0654, 25.324
O, 5.4421, 0.9193, 24.5545
O, 4.2681, 6.7894, 22.0232
O, 12.3821, 14.741, 23.2223
O, 8.8516, 1.444, 28.2581
O, -3.0076, -2.1583, 27.2637
O, 6.406, 11.8463, 27.1533
O, 3.8261, 5.3459, 26.2941
O, 13.1612, 0.6245, 18.7701
O, 4.2627, -5.134, 30.7645
O, 4.9549, -0.9981, 26.1759
O, 3.1563, 8.0492, 30.651
O, 1.6251, 5.9168, 30.1951
O, -11.7147, -0.9299, 28.0535
O, 5.6881, -3.4261, 26.4014
O, 6.3582, 1.2512, 32.1903
O, 6.6664, 2.2965, 29.3999
O, 7.4899, -5.6738, 22.3125
O, 6.4999, 15.507, 26.8464
O, 3.3305, 6.6342, 28.4357

Results
free energy: -134618.208 eV
free energy less fixed offsets of O -570.45, Si -639.56 eV per atom: 3.312 eV

Forces (eV/angstrom), in the order of the atoms: element, x, y, z
Si, 0.0002, -0.0024, 0.0043
Si, 0.0012, 0.0017, 0.0007
Si, 0.0028, -0.0015, -0.0019
Si, -0.0001, 0.0037, -0.0041
Si, 0.0013, -0.001, -0.0022
Si, -0.0003, -0.0013, -0.0004
Si, 0.0002, -0.0016, -0.0011
Si, -0.0038, -0.003, 0.0022
Si, 0.0023, -0.0004, 0.0001
Si, -0.0025, -0.0011, -0.0005
Si, -0.0005, -0.0011, 0.0058
Si, 0.0003, 0.0006, 0.0017
Si, -0.0007, 0.0002, 0.0046
Si, 0.0003, -0.0012, 0.0039
Si, 0.0015, 0.0024, -0.0002
Si, 0.0021, -0.001, -0.0008
Si, -0.0017, 0.0006, -0.0016
Si, 0, 0.0001, 0.0017
Si, 0.0006, 0.0003, -0.0003
Si, -0.0012, -0.0018, -0.0003
Si, 0.0033, 0.0004, 0.0002
Si, -0.0015, 0.0013, 0.0003
Si, 0.0015, -0.0014, 0.0003
Si, -0.0005, -0.003, -0.002
Si, 0.0009, 0.0012, 0.0004
Si, -0.002, -0.0011, -0.0012
Si, 0.0021, -0.001, 0
Si, 0.0015, 0.0008, 0.0007
Si, 0.0007, -0.0001, -0.0012
Si, 0.002, -0.0015, 0.0006
Si, -0.0006, 0.001, 0
Si, 0.0011, 0.0007, 0.0001
Si, -0.0004, 0.0001, -0.0002
Si, 0.0006, 0.0013, -0.0009
Si, 0.0009, 0, -0.0012
Si, -0.0018, 0.001, -0.0008
Si, 0.0012, -0.0008, -0.0016
Si, -0.0012, 0, -0.0014
Si, 0.0001, -0.0003, -0.0013
Si, 0.0003, -0.0008, -0.0003
Si, 0.0004, -0.0009, 0
Si, 0.0004, 0.0002, -0.0006
Si, 0.0014, -0.0005, -0.001
Si, 0.0007, -0.0001, -0.0013
Si, 0.001, 0.0005, -0.0006
Si, 0.0002, -0.0001, -0.0008
Si, 0.0004, -0.0005, -0.0002
Si, 0.001, 0.0011, -0.0001
Si, 0.0005, 0.001, 0.0001
Si, -0.0001, 0.0011, 0.0002
Si, 0.0003, -0.0005, 0
Si, -0.0006, -0.0002, -0.0002
Si, 0.0005, 0.0005, -0.0007
Si, -0.0003, -0.0016, -0.0001
Si, 0.0011, 0.0012, -0.0005
Si, -0.0002, 0.0006, -0.0001
Si, 0.0006, 0.001, 0.0006
Si, -0.0003, -0.0008, 0.0004
Si, -0.0003, -0.0017, -0.0004
Si, 0.0002, -0.0018, 0.0002
Si, 0.0001, -0.0003, -0.0001
Si, -0.0003, 0, 0.0001
Si, -0.0002, 0.0011, 0.001
Si, 0.0011, -0.0006, 0.0011
Si, 0.0011, 0.0024, 0.0009
Si, -0.0009, 0.001, 0.0002
Si, 0.0004, 0.0002, -0.0011
Si, -0.0004, 0.0017, 0.0008
Si, 0.0011, -0.0028, -0.0002
Si, 0.0016, 0.0007, 0
Si, -0.0006, -0.0014, 0.0003
Si, -0.0016, -0.0005, 0.0003
Si, -0.0009, -0.0021, -0.0002
Si, 0.0011, 0.002, -0.001
Si, -0.0032, -0.0012, -0.0004
Si, 0.0032, 0.0007, -0.0002
Si, -0.002, 0.004, -0.0001
Si, -0.0002, -0.0022, -0.0006
Si, -0.001, 0.0012, 0.0002
Si, 0.0001, -0.0026, 0.0009
Si, 0.0027, 0.0051, -0.0046
Si, -0.003, -0.0006, 0.0004
Si, 0.0012, 0.004, -0.0006
Si, 0.0032, -0.0011, 0.0009
Si, 0.0034, -0.005, 0.0013
Si, -0.0014, -0.0009, -0.0011
Si, 0.001, -0.0018, -0.003
Si, 0.0004, 0.001, 0
Si, 0.0002, 0.0023, 0.0007
Si, 0.0054, -0.0027, -0.0018
Si, 0.0017, -0.0023, -0.0081
Si, -0.0061, -0.0045, -0.0033
Si, -0.0023, 0.0003, -0.0046
Si, -0.0012, 0.0025, -0.0014
Si, -0.0043, -0.0049, 0.0026
Si, -0.0018, -0.0044, -0.0016
Si, 0.0007, -0.0006, 0.0019
Si, 0.0003, -0.0015, -0.0027
Si, 0.0004, -0.0005, -0.0011
Si, -0.0009, -0.001, -0.0014
Si, -0.0001, 0.0018, -0.001
Si, 0.0009, -0.0012, 0.0006
Si, 0.0009, 0.0022, 0.001
Si, 0.0025, -0.0004, -0.0002
Si, -0.0058, 0.0094, -0.0084
Si, -0.0005, -0.0003, 0.0022
Si, 0.0062, -0.0015, 0.0011
Si, 0.0024, 0.0005, -0.0015
Si, -0.001, 0.0003, -0.0006
Si, -0.0011, 0.0022, -0.003
Si, -0.0007, 0.0003, -0.0008
Si, 0.0119, 0.0049, -0.0069
Si, 0.0003, 0.0011, -0.0005
Si, -0.0124, 0.0019, -0.0002
Si, 0, 0.0004, 0
Si, -0.002, -0.0002, 0.0011
Si, -0.0006, 0.0005, -0.0008
Si, 0.0029, -0.0018, -0.0006
Si, 0.0013, 0.0008, -0.0018
Si, -0.0013, 0.0043, -0.001
Si, 0.0004, -0.0004, 0.0012
Si, 0.001, 0.0007, 0.0011
Si, -0.0007, 0.0006, 0.0003
Si, -0.0006, 0, 0
Si, -0.0006, -0.0005, 0.0001
Si, -0.0003, -0.0006, -0.0004
Si, -0.0005, 0.001, 0.0008
Si, -0.0002, 0.0002, 0.0023
Si, 0.0004, 0.0004, -0.0001
Si, 0.0014, -0.0004, 0.0026
Si, -0.0009, 0, 0.0008
Si, 0.0003, 0.0003, -0.0014
O, -0.0014, 0.0002, -0.0027
O, 0.005, -0.002, -0.0037
O, -0.0004, -0.0008, -0.0006
O, -0.0004, -0.0002, 0.0015
O, 0.0003, 0.0002, -0.0002
O, 0.0001, 0.0009, -0.0017
O, 0.0001, -0.001, -0.001
O, 0.0005, 0.0004, -0.0016
O, -0.0007, 0, -0.0021
O, -0.0009, 0, 0.0018
O, -0.0004, 0.0023, -0.0023
O, -0.0005, -0.0003, -0.0009
O, 0.0022, 0.0004, -0.0015
O, -0.0005, 0.0002, 0.0004
O, 0.0015, 0.002, -0.0025
O, 0.0001, -0.0012, 0.0003
O, -0.0007, 0.0023, 0.0025
O, -0.0005, -0.0006, 0.0006
O, -0.0019, -0.001, 0.005
O, 0.0032, -0.0022, 0.0035
O, -0.0016, -0.0017, 0.0012
O, 0.0012, -0.0008, -0.0009
O, 0.003, -0.0006, 0.0015
O, 0.0024, -0.0012, 0.0011
O, 0.0007, -0.001, 0.0035
O, -0.0067, -0.0038, 0.0048
O, -0.0003, -0.009, 0.0136
O, -0.0028, 0.0023, 0
O, 0.0024, 0.0087, -0.0008
O, 0.0014, -0.0005, 0.0028
O, 0.0001, 0.0023, 0.0009
O, -0.002, -0.0015, 0.0003
O, 0.0015, 0.0028, 0.0039
O, 0.0088, 0.0034, 0.0025
O, 0.0011, -0.0005, 0.0015
O, 0.0005, 0.0002, -0.0014
O, -0.0025, -0.002, 0.0043
O, 0.0009, 0, -0.0001
O, -0.0005, 0.001, -0.0007
O, -0.0007, -0.0002, -0.001
O, 0.0005, -0.0013, -0.0017
O, -0.0092, -0.0076, 0.0039
O, 0.0002, -0.0011, -0.0001
O, 0.0006, -0.0001, -0.0013
O, -0.0003, -0.0012, 0.0006
O, 0.0034, -0.0013, -0.0021
O, -0.0005, 0.0006, -0.0012
O, 0.0039, 0.0049, -0.0004
O, -0.0004, 0.0004, 0.0005
O, -0.0056, -0.0002, -0.0021
O, -0.0032, 0.0007, -0.0018
O, -0.0001, -0.0035, -0.001
O, 0.0006, -0.0013, -0.0002
O, -0.0007, 0, -0.0006
O, -0.0017, -0.0017, 0.0001
O, -0.0058, 0.0028, -0.0024
O, -0.0008, 0.0007, 0.0003
O, -0.0006, 0.0018, -0.0019
O, -0.0008, 0, -0.0009
O, -0.0001, -0.0018, -0.0003
O, -0.0005, -0.0016, -0.0015
O, 0.0005, -0.0056, 0.001
O, 0.0064, -0.0033, -0.0033
O, -0.0008, -0.0057, 0.0002
O, -0.0002, -0.0009, -0.0002
O, -0.0001, 0.0005, -0.0004
O, -0.0008, -0.0007, -0.0001
O, 0.0051, 0.0011, -0.0027
O, -0.0007, 0, 0.0016
O, 0.0009, -0.0002, -0.0006
O, 0.0006, 0, 0.0007
O, -0.0001, -0.0008, 0.0006
O, 0.0001, -0.0005, -0.0003
O, 0.0002, 0.0004, 0.0004
O, 0, -0.0003, -0.0003
O, 0, 0.0009, -0.0008
O, 0.0033, -0.0011, -0.0029
O, -0.0011, -0.0007, -0.0009
O, 0, -0.0008, -0.0011
O, 0.0017, -0.0007, 0.0004
O, -0.0007, 0.0002, -0.0012
O, 0.0004, 0.0005, -0.0009
O, -0.0001, 0.0002, -0.0007
O, -0.0008, -0.0021, -0.0041
O, 0.0003, -0.0006, -0.0016
O, -0.0007, -0.0009, -0.0002
O, 0.0001, -0.0005, 0.0008
O, 0, -0.0024, 0.0011

The program warned: the cutoff lies below the one the program advises for these potential files; the forces do not sum to zero within the program's tolerance; empty levels may hold ghost states of the PAW files; the exchange-correlation potential is rough where the density is thin.
